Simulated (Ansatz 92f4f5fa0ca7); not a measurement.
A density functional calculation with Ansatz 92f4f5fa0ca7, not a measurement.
Periodic cell of 248 atoms, Si164O84, from a study of silicon, its oxide and their interface. The atomic structure is a simulated model.
Doubt: the cutoff is far below the 930 eV that the study's wrapper takes by default for these files, so forces and energies are approximate.
This geometry differs little from another in the collection (a relaxation step or a small displacement).

Settings
functional: PBE
potential files: Ansatz PAW
basis: plane waves
wave-function cutoff: 580 eV
density cutoff ratio: 5
exchange-correlation grid ratio: 1
k mesh: 1 x 1 x 1, Gamma-centred
self-consistency stop: 5e-08 eV per atom in the density residual
occupations: fixed
spin: none
net charge: 0

Cell vectors (angstrom)
a, 10.938, 0, 0
b, 0, 10.938, 0
c, 0, 0, 37.6078

Atoms and the computed forces on them: element, x, y, z (angstrom), force x, y, z (eV/angstrom)
Si, 0, 0, 0.683, 0.0457, -0.0725, -0.0075
Si, 5.469, 0, 0.683, 0.0069, -0.0188, -0.0038
Si, 2.7345, 2.7345, 0.683, 0.0447, -0.0529, -0.0003
Si, 8.2035, 2.7345, 0.683, -0.0149, -0.0578, -0.0052
Si, 0, 5.469, 0.683, -0.0215, -0.0142, -0.0067
Si, 5.469, 5.469, 0.683, -0.0213, -0.0486, -0.0066
Si, 2.7345, 8.2035, 0.683, -0.0632, 0.012, -0.0027
Si, 8.2035, 8.2035, 0.683, 0.0014, -0.016, -0.0041
Si, 1.3673, 1.3673, 2.0503, 0.0657, -0.001, -0.0139
Si, 6.8362, 1.3673, 2.0503, 0.103, -0.0265, -0.0879
Si, 4.1018, 4.1018, 2.0503, 0.0809, 0.0432, -0.0026
Si, 9.5708, 4.1018, 2.0503, 0.0966, 0.0139, -0.0754
Si, 1.3673, 6.8362, 2.0503, 0.0158, 0.0269, -0.0309
Si, 6.8362, 6.8362, 2.0503, 0.024, -0.0175, -0.0063
Si, 4.1018, 9.5708, 2.0503, 0.0532, 0.0445, -0.0674
Si, 9.5708, 9.5708, 2.0503, 0.1107, -0.0336, -0.0155
Si, 2.7345, 0, 35.5563, 0.0267, 0.0456, 0.2258
Si, 8.2035, 0, 35.5563, -0.0484, -0.006, -0.2256
Si, 0, 2.7345, 35.5563, -0.0705, 0.0012, -0.0962
Si, 5.469, 2.7345, 35.5563, -0.0808, -0.031, 0.0069
Si, 2.7345, 5.469, 35.5563, -0.0607, 0.0409, -0.1655
Si, 8.2035, 5.469, 35.5563, -0.1279, -0.0167, 0.2328
Si, 0, 8.2035, 35.5563, -0.0747, -0.0157, 0.0346
Si, 5.469, 8.2035, 35.5563, -0.105, 0.0014, -0.0669
Si, 4.1018, 1.3673, 36.9235, -0.0198, 0.0212, 0.0118
Si, 9.5708, 1.3673, 36.9235, -0.0121, 0.0425, -0.0049
Si, 1.3673, 4.1018, 36.9235, -0.0014, 0.0375, -0.0051
Si, 6.8362, 4.1018, 36.9235, 0.0111, 0.056, 0.0078
Si, 4.1018, 6.8362, 36.9235, 0.0191, 0.0271, 0.0113
Si, 9.5708, 6.8362, 36.9235, 0.0281, 0.0117, 0.0007
Si, 1.3673, 9.5708, 36.9235, 0.0184, 0.0348, -0.0143
Si, 6.8362, 9.5708, 36.9235, -0.0215, 0.0462, -0.0077
Si, -0.5486, 0.6082, 27.3117, -0.071, -0.0089, -0.0584
Si, 5.9114, -0.4114, 27.5752, 0.0738, 0.0184, -0.0227
Si, 2.2645, 3.3287, 27.59, -0.0643, -0.0843, -0.109
Si, 8.4629, 2.1165, 27.4518, 0.0703, 0.0293, -0.1167
Si, -1.4573, 3.9713, 28.6387, -0.0845, -0.0223, -0.0164
Si, 5.0514, 5.6791, 27.5862, -0.0782, 0.0637, 0.1326
Si, 2.8414, 7.8793, 27.4243, 0.0176, -0.0591, 0.0692
Si, 7.619, 8.8049, 27.2769, 0.0138, 0.0729, -0.0175
Si, 1.2326, 1.4708, 28.6345, 0.065, 0.0134, 0.0214
Si, 6.8374, 1.2897, 28.9227, -0.059, -0.095, 0.0024
Si, 3.9056, 4.2149, 29.0286, 0.0912, 0.0399, -0.061
Si, 11.263, 4.9577, 27.4703, 0.0733, 0.0699, -0.0385
Si, 1.2761, 6.7366, 28.7673, -0.0388, -0.0472, 0.0114
Si, 6.7847, 6.9449, 28.5765, -0.0367, -0.0634, -0.031
Si, 4.0416, 9.5479, 28.6375, -0.03, -0.0207, -0.0126
Si, 9.4582, 9.684, 28.5498, 0.0248, 0.0404, -0.0017
Si, 2.6562, 0.0391, 29.9409, -0.0096, 0.014, 0.0302
Si, 8.2359, -0.0423, 30.2185, -0.003, -0.006, -0.0952
Si, -0.1002, 2.7273, 30.1473, 0.0484, 0.0025, -0.0464
Si, 5.3987, 2.7414, 30.1144, -0.0267, 0.0096, 0.0278
Si, 2.5893, 5.5547, 30.3549, -0.0289, 0.0512, -0.1307
Si, 8.1562, 5.4936, 29.9171, -0.0021, -0.0081, 0.0266
Si, -0.1185, 8.2455, 29.9271, 0.0273, -0.0273, 0.0151
Si, 5.4034, 8.201, 30.0789, -0.0038, 0.0093, -0.0498
Si, 4.0237, 1.3461, 31.425, 0.0067, -0.0258, -0.0179
Si, 9.5556, 1.3545, 31.5404, 0.0111, 0.0193, 0.0838
Si, 1.2476, 4.089, 31.551, -0.0202, -0.0478, 0.0693
Si, 6.8077, 4.1476, 31.3923, 0.0147, 0.0093, -0.0182
Si, 4.0709, 6.8991, 31.5403, 0.0371, -0.0062, 0.057
Si, 9.5107, 6.8455, 31.3572, -0.0098, 0.0158, 0.0071
Si, 1.3025, 9.5849, 31.3365, 0.0056, 0.0178, 0.0008
Si, 6.7931, 9.5344, 31.4684, -0.0214, -0.0189, 0.0868
Si, 0.0008, -0.0232, 32.83, 0.03, -0.0215, 0.0116
Si, 5.4266, -0.0042, 32.8033, -0.0122, 0.0255, 0.0046
Si, 2.6898, 2.7215, 32.831, 0.0043, -0.0153, 0.0105
Si, 8.1625, 2.767, 32.811, -0.0164, 0.0199, 0.0142
Si, -0.084, 5.5101, 32.8316, -0.0241, 0.0301, 0.0113
Si, 5.4504, 5.4765, 32.8248, 0.014, -0.006, 0.0163
Si, 2.6774, 8.2732, 32.8144, -0.0385, 0.0225, 0.0141
Si, 8.1648, 8.169, 32.8096, 0.0341, -0.0152, -0.009
Si, 1.3606, 1.3424, 34.2015, -0.025, 0.0187, 0.0045
Si, 6.8109, 1.3692, 34.1714, 0.0173, -0.0241, 0.007
Si, 4.09, 4.0871, 34.1806, -0.0155, 0.0151, 0.0109
Si, 9.539, 4.1096, 34.1964, 0.0193, -0.0351, 0.0015
Si, 1.3488, 6.8449, 34.1758, 0.0158, -0.0021, 0.0101
Si, 6.8278, 6.8175, 34.1998, -0.0266, 0.0063, 0.0001
Si, 4.0808, 9.5819, 34.1941, 0.0303, -0.0128, 0.0025
Si, 9.5558, 9.5428, 34.1761, -0.0245, 0.0107, 0.0023
Si, 2.7613, 0.0164, 3.4185, -0.0035, -0.0013, -0.0038
Si, 8.2316, 0.0161, 3.4073, 0.0169, 0.0207, -0.0045
Si, 0.0255, 2.7539, 3.412, 0.0135, -0.0047, 0.0009
Si, 5.505, 2.7519, 3.4107, 0.0175, 0.0368, 0.0031
Si, 2.7473, 5.4813, 3.4095, 0.0093, -0.0062, -0.0101
Si, 8.2164, 5.467, 3.4129, -0.0133, 0.0004, -0.0013
Si, 0.0024, 8.1944, 3.4286, -0.014, -0.0027, 0.0003
Si, 5.4742, 8.2092, 3.4109, -0.0144, -0.0141, -0.0038
Si, 4.1557, 1.3954, 4.7715, -0.0411, -0.0229, -0.0223
Si, 9.6131, 1.3863, 4.7713, -0.0417, -0.0031, 0.0035
Si, 1.4099, 4.1092, 4.7819, 0.0053, 0.0233, -0.0299
Si, 6.9017, 4.0837, 4.7996, 0.0153, -0.054, -0.0059
Si, 4.1317, 6.8186, 4.7813, 0.0243, -0.017, 0.0093
Si, 9.5842, 6.7943, 4.8036, 0.0232, 0.0294, -0.0157
Si, 1.4091, 9.5569, 4.7636, 0.0292, -0.0097, 0.0166
Si, 6.8792, 9.5638, 4.7412, -0.0035, 0.004, -0.0338
Si, 0.0731, 0.0307, 6.0893, 0.0232, 0.0158, -0.0514
Si, 5.5633, 0.0275, 6.0844, 0.0677, 0.0142, 0.0086
Si, 2.8346, 2.8052, 6.1412, 0.0538, 0.0542, -0.087
Si, 8.2948, 2.7432, 6.2025, 0.0136, 0.0253, -0.0074
Si, 0.0283, 5.4172, 6.1773, -0.0526, -0.0717, 0.028
Si, 5.5305, 5.4508, 6.1336, -0.0764, 0.0349, -0.041
Si, 2.7631, 8.1754, 6.1465, -0.0145, 0.0393, 0.0114
Si, 8.1898, 8.1726, 6.1238, 0.0377, -0.0132, -0.0471
Si, 1.4872, 1.4087, 7.4115, -0.0859, -0.0881, 0.0956
Si, 6.915, 1.3638, 7.5212, 0.0225, 0.0015, -0.0175
Si, 4.2028, 4.1503, 7.575, 0.0321, 0.03, -0.0114
Si, 9.6817, 4.0481, 7.6609, -0.0697, 0.0589, -0.0476
Si, 1.3619, 6.7981, 7.5233, 0.0567, 0.0547, 0.0398
Si, 6.8528, 6.7893, 7.5277, 0.0366, -0.0261, 0.103
Si, 4.2332, 9.5674, 7.3858, -0.0979, -0.1065, 0.0836
Si, 9.6105, 9.574, 7.3602, 0.013, -0.0219, 0.0664
Si, 2.904, 0.0352, 8.6724, 0.1272, 0.0915, 0.0335
Si, 8.2146, -0.1549, 8.7892, -0.1021, -0.0928, 0.0467
Si, 0.2435, 2.6677, 8.972, 0.0359, 0.0854, -0.073
Si, 5.606, 2.7402, 8.9133, -0.0747, -0.0587, 0.0229
Si, 2.7921, 5.5324, 8.9458, -0.0223, 0.0189, -0.1489
Si, 8.2887, 5.5037, 8.9494, 0.0012, -0.0266, -0.0716
Si, -0.025, 8.2498, 8.7915, 0.1046, 0.0574, -0.0286
Si, 5.4196, 8.1556, 8.8552, 0.0811, 0.0293, -0.1819
Si, 4.0758, 1.4594, 10.1761, 0.0746, -0.1831, 0.0765
Si, 10.5518, 1.0346, 10.5551, -0.0125, -0.0553, 0.1616
Si, 1.869, 3.8194, 10.2407, 0.0303, -0.2184, 0.2408
Si, 6.9986, 4.0688, 10.2939, 0.032, 0.0377, 0.039
Si, 3.7003, 7.3049, 10.2147, -0.1972, 0.2452, 0.1979
Si, 9.3818, 7.1887, 10.2284, -0.1475, 0.0084, 0.114
Si, 1.5119, 9.6151, 9.9159, 0.1271, -0.1287, -0.0393
Si, 7.0059, 9.2897, 10.113, -0.0191, 0.1509, -0.0614
O, 2.5682, 8.4843, 10.5856, -0.1231, 0.0146, -0.0211
O, 8.2936, 2.1905, 13.6391, 0.0153, 0.0109, -0.0321
O, 2.9534, 2.612, 10.6179, 0.0845, -0.0228, -0.0988
O, -0.7195, 6.6082, 11.5461, 0.0217, -0.0183, -0.0133
O, 0.6739, 10.726, 10.8703, -0.0093, -0.0134, 0.0264
O, 6.2819, 10.1523, 11.3293, 0.0126, -0.0211, 0.0183
O, 2.9241, 8.5778, 14.8264, -0.0008, -0.0113, -0.0055
O, 8.1625, 8.2381, 10.7032, 0.0514, -0.0173, -0.0029
O, -1.823, 0.451, 10.0475, 0.0283, 0.0331, -0.0125
O, -4.6016, 6.6227, 17.943, 0.0009, 0.0001, 0.0079
O, 8.025, 3.0867, 11.141, -0.0047, 0.0018, -0.0424
O, 10.2661, 1.827, 11.9669, -0.0045, -0.0013, -0.079
O, -0.1203, 0.5291, 25.6869, -0.0039, -0.005, 0.0323
O, 2.0421, 8.4026, 26.0835, 0.0236, -0.0153, -0.0056
O, 10.5425, 5.4663, 26.0554, 0.0084, -0.0246, 0.0276
O, 3.9846, 6.7819, 26.9455, 0.0452, -0.0116, -0.0191
O, 16.373, 4.6273, 26.3694, -0.0017, 0.0197, -0.0008
O, 7.739, 2.1107, 25.9212, -0.0035, -0.0207, 0.0719
O, 5.6292, 11.2878, 26.1172, -0.0047, -0.0086, 0.0493
O, 3.6986, 4.6805, 24.3987, 0.0078, -0.0185, 0.012
Si, 4.9552, 5.8689, 17.4262, -0.0154, -0.0051, -0.0063
Si, 5.1843, 12.1314, 18.8679, -0.0034, 0.011, -0.0011
Si, 0.1668, 11.5314, 18.6612, 0.0077, 0.0212, 0.0064
Si, 4.64, -1.6696, 20.9576, 0.0117, -0.0219, 0.0111
Si, -0.2402, 10.6423, 24.2701, -0.0189, 0.0211, 0.0321
Si, 9.0656, 2.8564, 12.385, -0.0105, -0.0315, 0.0509
Si, 2.5709, 12.7688, 14.9354, 0.0064, -0.0016, 0.0333
Si, 0.7643, 5.6163, 15.3039, 0.0014, 0.0039, 0.0176
Si, -0.0553, 4.4589, 22.3479, 0.0118, -0.0167, -0.0072
Si, 7.1864, 10.2365, 20.1221, -0.007, 0.0085, 0.0091
Si, 9.6617, 8.8105, 18.7056, -0.0124, -0.0133, 0.0026
Si, 2.5396, 4.6913, 18.9155, -0.0051, -0.0006, 0.0057
Si, 2.4516, 4.0704, 13.0991, -0.0092, 0.0334, 0.0155
Si, 3.0063, 10.1766, 18.5301, 0.0064, -0.0053, -0.006
Si, -3.8197, 6.9534, 14.1687, -0.0001, 0.0219, 0.0177
Si, 6.5702, -0.6493, 22.9615, 0.0086, -0.0236, -0.0148
Si, 10.1332, 6.1801, 24.6522, -0.0067, -0.0177, 0.0128
Si, 1.6086, 8.2583, 24.5203, -0.022, 0.03, -0.0491
Si, 6.9855, 1.4695, 14.2522, -0.0167, -0.0264, 0.0109
Si, 3.0188, 7.1886, 22.1201, 0.0086, -0.0239, -0.0038
Si, 3.6578, 9.9735, 14.3876, 0.0281, 0.0176, -0.001
Si, 0.1746, 1.4733, 21.6075, 0.0093, 0.0218, -0.0062
Si, 5.0523, 5.6162, 12.3991, 0.0216, 0.0095, 0.0514
Si, 13.6942, 7.8363, 16.288, -0.0031, -0.0138, -0.0102
Si, 5.2321, 2.9938, 16.3532, -0.0003, -0.0207, -0.0156
Si, 11.6043, 6.7389, 20.293, 0.015, -0.0216, 0.019
Si, 6.4132, 1.4542, 25.1926, 0.0515, -0.0071, 0.0245
Si, 7.4445, 7.476, 17.0641, -0.0105, 0.0067, -0.0237
Si, 0.7348, 14.0551, 16.9315, 0.0017, 0.0054, -0.0183
Si, 3.0098, 4.3548, 22.9755, -0.0276, 0.008, -0.0256
Si, 9.7466, 5.8937, 12.9507, -0.014, 0.004, 0.0378
Si, -7.8561, 2.3772, 20.9885, -0.003, 0.0052, -0.0088
Si, 8.2102, 8.6303, 24.9127, 0.0077, 0.0035, 0.0103
Si, 4.4225, 3.7037, 25.4712, -0.0296, -0.0283, -0.0287
Si, 6.5771, 9.6659, 15.2577, -0.0064, 0.0043, -0.0158
Si, 5.1246, 11.1191, 11.9939, -0.0671, 0.0993, -0.1458
O, 0.4329, 7.1621, 24.2568, 0.0088, 0.0047, 0.0148
O, 5.3012, 15.5526, 16.4437, -0.0029, 0.0111, 0.0036
O, 7.4577, 11.0071, 14.9687, -0.0207, 0.0094, -0.0156
O, -0.1094, 2.0617, 17.9035, -0.0093, -0.0178, 0.0133
O, 5.4464, 13.3824, 17.876, 0.0016, -0.0106, 0.0161
O, 2.4875, 3.6535, 20.1619, 0.006, 0.0006, -0.0011
O, 12.7163, 11.2534, 18.5743, -0.0098, -0.001, -0.0006
O, 9.8831, 5.0226, 23.5191, -0.0047, 0.0093, 0.0222
O, 8.247, 6.4679, 13.1353, -0.0029, 0.0036, -0.0137
O, 6.9027, 8.988, 16.7041, 0.0019, -0.0105, 0.0117
O, 5.9428, 9.1836, 19.9893, 0.0009, 0.0075, -0.0012
O, 8.7638, 7.0839, 24.7465, -0.0078, 0.0008, 0.017
O, 7.5714, 10.476, 21.6871, 0.0004, -0.0021, 0.0032
O, -0.3627, 11.7225, 20.212, -0.0009, -0.0098, -0.0046
O, 1.4553, 6.8288, 16.1841, 0.003, 0.0075, -0.0025
O, 6.4221, 2.4936, 15.3755, -0.0039, -0.0119, -0.013
O, 4.3572, 7.7656, 21.4418, -0.0291, 0.0176, 0.016
O, 3.1883, 2.9379, 26.2427, -0.0007, 0.0822, 0.129
O, -0.2901, -3.0605, 19.6215, -0.0055, 0.011, -0.0038
O, 10.9619, 4.4701, 16.2638, 0.002, -0.0133, 0.0033
O, 1.9244, 4.9, 14.4014, 0.0108, -0.0123, -0.0274
O, 5.3668, 2.608, 24.7585, -0.0247, 0.0209, 0.014
O, 1.0863, 9.7222, 24.0446, 0.0281, -0.0348, 0.0254
O, 2.647, 0.2225, 14.8211, -0.0085, 0.0101, -0.0148
O, 8.4803, 9.5189, 19.5325, 0.0016, 0.0032, 0.0062
O, 10.8251, 5.5806, 21.151, 0.0061, 0.0166, -0.0004
O, 6.9465, 8.9665, 23.8885, 0.009, 0.0019, 0.0178
O, 5.7625, 6.1624, 13.7534, -0.0011, -0.0046, -0.0386
O, 1.387, 4.2456, 23.1015, 0.0206, 0.0074, 0.0066
O, 6.1166, 4.9626, 11.3556, -0.0307, 0.0244, 0.0172
O, 14.9785, 16.2355, 18.6637, 0.0013, 0.0011, 0.002
O, 1.8142, 1.454, 21.4524, -0.003, -0.0034, 0.0119
O, 4.3486, 10.9828, 18.0391, 0.0019, -0.0047, -0.0057
O, -0.2969, 6.2908, 14.2558, -0.0008, -0.0024, -0.0247
O, 5.0184, 10.1146, 15.2688, 0.022, -0.0141, 0.0117
O, 12.4659, 5.9517, 19.1459, 0.0014, -0.0059, -0.0003
O, -0.5065, -0.8053, 18.0565, -0.0021, -0.0006, -0.0011
O, 7.6095, 6.6111, 15.6841, -0.0046, 0.0041, -0.0007
O, 8.9284, -3.2192, 17.7115, 0.0119, 0.0076, 0.008
O, 4.2896, 6.8681, 11.6891, -0.0028, -0.026, -0.0826
O, 5.8593, 12.1183, 13.0855, 0.0437, 0.0066, 0.0382
O, 9.3825, 9.6857, 24.4433, -0.0126, -0.0011, 0.0054
O, 4.0492, 10.1446, 12.8015, -0.0219, -0.038, 0.0349
O, 2.4633, 2.4768, 13.4457, -0.0034, 0.0059, -0.0248
O, 2.0454, 14.7105, 17.6638, 0.007, 0.0015, 0.0065
O, 1.1968, 13.0855, 15.7233, -0.0096, 0.0028, 0.0051
O, 1.6561, 18.4976, 21.3, -0.0022, -0.0032, 0.0059
O, -0.4504, 2.9943, 21.7363, 0.005, -0.0077, 0.006
O, 4.002, 4.4727, 12.836, -0.0197, -0.0016, -0.0192
O, 6.8183, 0.7007, 23.8198, -0.0063, 0.0118, 0.027
O, 3.8309, 2.4577, 15.7417, 0.0127, 0.0022, -0.0015
O, 3.3306, -1.2054, 20.0846, 0.0011, 0.0001, 0.0122
O, 3.6953, 3.0078, 22.3641, 0, 0.0032, 0.023
O, 2.6256, 8.9347, 17.5198, -0.0015, 0.0139, 0.0171
O, 5.05, -0.7816, 22.301, -0.0106, 0.0005, -0.0053
O, 1.5269, 4.3829, 11.7773, -0.0113, 0.0272, -0.0493
O, 3.3093, 5.6071, 22.0078, 0.0006, 0.0237, 0.0272
O, 4.2684, 1.6312, 20.1648, 0.006, -0.0068, 0.0041
O, 4.1026, 6.9625, 16.5659, 0.0039, -0.0033, 0.0004
O, -4.2815, 11.6054, 19.3796, 0.0029, -0.0055, 0.0004
O, -0.3141, 0.6652, 22.9481, -0.0008, -0.0092, 0.0261
O, -4.0709, 8.568, 14.0766, 0.0052, -0.0098, 0.008
O, 9.7224, 4.2719, 12.8337, 0.0006, 0.0014, -0.0177
O, 2.8879, 7.7885, 23.632, -0.0089, -0.0073, -0.0033

Results
free energy: -152029.461 eV
free energy less fixed offsets of O -568.88, Si -635.61 eV per atom: -3.501 eV

The program warned: the cutoff lies below the one the program advises for these potential files; the forces do not sum to zero within the program's tolerance; the exchange-correlation potential is rough where the density is thin.
